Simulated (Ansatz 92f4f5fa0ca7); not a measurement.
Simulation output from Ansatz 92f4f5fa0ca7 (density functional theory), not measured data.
Periodic cell of 224 atoms, Si133O90H1, from a study of silicon, its oxide and their interface. The atomic structure is a simulated model.
Doubt: the cutoff is far below the 930 eV that the study's wrapper takes by default for these files, so forces and energies are approximate.
This geometry differs little from another in the collection (a relaxation step or a small displacement).

Settings: functional PBE; potential files Ansatz PAW; basis plane waves; wave-function cutoff 580 eV; density cutoff ratio 5; exchange-correlation grid ratio 1; k mesh 1 x 1 x 1, Gamma-centred; self-consistency stop 5e-08 eV per atom in the density residual; occupations fixed; spin none; net charge +1 e, with a uniform compensating background and no finite-size correction.

Cell vectors (angstrom)
a, 10.938, 0, 0
b, 0, 10.938, 0
c, 0, 0, 32.2284

Atoms: element, x, y, z (angstrom)
Si, 0.1331, -0.2553, 24.8646
Si, 5.2407, 0.0751, 24.8775
Si, 3.1248, 2.451, 24.7404
Si, 7.8455, 2.9154, 24.6854
Si, -0.3155, 5.568, 24.5478
Si, 5.8161, 5.3908, 24.5789
Si, 2.3173, 8.4148, 24.7918
Si, 8.5589, 7.9436, 24.9608
Si, 1.3931, 1.3912, 26.0135
Si, 6.8066, 1.3359, 26.1111
Si, 4.1805, 4.1833, 25.9416
Si, 9.519, 4.0247, 25.9759
Si, 1.275, 6.7146, 26.0146
Si, 6.885, 6.8098, 26.1219
Si, 4.0058, 9.4714, 26.1122
Si, 9.6487, 9.5156, 26.2825
Si, 2.7164, 0.0061, 27.4536
Si, 8.2078, -0.0021, 27.4711
Si, 0.0015, 2.7318, 27.3924
Si, 5.455, 2.7698, 27.433
Si, 2.7529, 5.4493, 27.3813
Si, 8.2373, 5.4196, 27.4538
Si, 0.0623, 8.1139, 27.5255
Si, 5.4716, 8.1774, 27.4419
Si, 4.1018, 1.3673, 28.8101
Si, 9.5708, 1.3673, 28.8101
Si, 1.3673, 4.1018, 28.8101
Si, 6.8362, 4.1018, 28.8101
Si, 4.1018, 6.8362, 28.8101
Si, 9.5708, 6.8362, 28.8101
Si, 1.3673, 9.5708, 28.8101
Si, 6.8362, 9.5708, 28.8101
Si, 0, 0, 30.1774
Si, 5.469, 0, 30.1774
Si, 2.7345, 2.7345, 30.1774
Si, 8.2035, 2.7345, 30.1774
Si, 0, 5.469, 30.1774
Si, 5.469, 5.469, 30.1774
Si, 2.7345, 8.2035, 30.1774
Si, 8.2035, 8.2035, 30.1774
Si, 1.3673, 1.3673, 31.5446
Si, 6.8362, 1.3673, 31.5446
Si, 4.1018, 4.1018, 31.5446
Si, 9.5708, 4.1018, 31.5446
Si, 1.3673, 6.8362, 31.5446
Si, 6.8362, 6.8362, 31.5446
Si, 4.1018, 9.5708, 31.5446
Si, 9.5708, 9.5708, 31.5446
Si, 2.7345, 0, 0.6835
Si, 8.2035, 0, 0.6835
Si, 0, 2.7345, 0.6835
Si, 5.469, 2.7345, 0.6835
Si, 2.7345, 5.469, 0.6835
Si, 8.2035, 5.469, 0.6835
Si, 0, 8.2035, 0.6835
Si, 5.469, 8.2035, 0.6835
Si, 4.1018, 1.3673, 2.0507
Si, 9.5708, 1.3673, 2.0507
Si, 1.3673, 4.1018, 2.0507
Si, 6.8362, 4.1018, 2.0507
Si, 4.1018, 6.8362, 2.0507
Si, 9.5708, 6.8362, 2.0507
Si, 1.3673, 9.5708, 2.0507
Si, 6.8362, 9.5708, 2.0507
Si, 0, 0, 3.418
Si, 5.469, 0, 3.418
Si, 2.7345, 2.7345, 3.418
Si, 8.2035, 2.7345, 3.418
Si, 0, 5.469, 3.418
Si, 5.469, 5.469, 3.418
Si, 2.7345, 8.2035, 3.418
Si, 8.2035, 8.2035, 3.418
Si, 1.3783, 1.4032, 4.8642
Si, 6.8373, 1.3696, 4.9054
Si, 4.0809, 4.0737, 4.7569
Si, 9.5413, 4.0635, 4.753
Si, 1.3757, 6.9182, 4.7338
Si, 6.8061, 6.8448, 4.7075
Si, 4.0937, 9.6125, 4.8958
Si, 9.5293, 9.6587, 4.7036
Si, 2.7632, 0.1542, 6.4021
Si, 8.3099, -0.0417, 6.299
Si, -0.0001, 2.8193, 6.2326
Si, 5.423, 2.7945, 6.2549
Si, 2.6934, 5.4961, 6.0299
Si, 8.1345, 5.438, 6.0208
Si, 0.0073, 8.3938, 6.005
Si, 5.5531, 8.187, 6.1745
Si, 4.0806, 1.6365, 7.8546
Si, 9.8195, 1.2813, 7.6672
Si, 0.9228, 4.7042, 7.3915
Si, 6.6219, 4.3799, 7.5109
Si, 4.3444, 6.5168, 7.322
Si, 9.5606, 6.9101, 7.0786
Si, 1.0874, 9.8575, 7.5364
Si, 7.3706, 9.0558, 7.4825
O, 9.566, 6.8167, 24.2573
O, 4.1815, 1.234, 24.4024
O, 8.5192, 7.9193, 7.9418
O, 3.2407, 2.4844, 9.0244
O, 6.8262, 4.1301, 24.1795
O, 2.8268, 7.6818, 23.4255
O, 5.4647, 5.4767, 7.9602
O, 0.1354, 0.1704, 8.548
O, 7.2325, 3.7712, 8.9146
O, 6.7924, 9.6179, 8.9097
O, 10.6759, 5.8455, 7.7995
O, 1.5367, 8.8873, 8.8061
O, 5.2335, 0.8357, 8.7402
O, 1.4025, 4.3392, 8.8955
O, 9.1519, 1.9776, 9.0073
O, 3.4054, 6.9481, 8.6007
O, 7.9641, 8.7946, 23.7161
O, 8.322, 2.1926, 23.2886
O, 5.4886, 6.2835, 23.2102
O, 2.8241, 2.9953, 23.2192
O, 12.1839, -1.3526, 24.3078
O, 0.0664, 4.9013, 23.0696
O, 4.0414, 7.4185, 21.1915
O, 10.9604, 21.0511, 20.8009
Si, 5.3701, 4.8405, 16.7151
Si, 0.5328, 8.7651, 20.0768
Si, 6.064, 9.3196, 12.1587
Si, 13.3455, 4.8874, 12.666
Si, 8.6409, 2.9757, 12.878
Si, 9.8718, 0.0283, 12.7568
Si, 2.0651, 3.2602, 9.89
Si, 2.5892, -3.7307, 21.8884
Si, 17.6998, 7.018, 15.5222
Si, 7.0771, 11.1088, 18.6547
Si, 8.5385, 3.3229, 9.7939
Si, 3.4778, 13.1045, 14.0134
Si, 5.8079, 0.4612, 14.3683
Si, 6.9704, 5.9635, 19.2605
Si, 0.8104, 4.7803, 21.5888
Si, 13.6642, -0.9919, 18.2258
Si, 3.3178, 2.8185, 17.0766
Si, 5.39, 10.2855, 9.3714
Si, 9.5131, 6.5503, 16.5273
Si, 16.4786, 7.0554, 21.7449
Si, 9.7891, 4.7826, 19.0729
Si, 1.8699, -0.3333, 12.7207
Si, 5.1971, 20.5065, 16.5964
Si, 8.4478, 8.1047, 12.9592
Si, 11.4206, 0.5539, 10.2892
Si, 7.0075, 9.6033, 22.707
Si, 11.3254, 11.6766, 20.8808
Si, -0.6287, -5.2547, 13.5426
Si, 4.4232, 1.1597, 19.5782
Si, 2.9995, 8.339, 9.3103
Si, 0.9989, 1.3266, 17.8159
Si, 3.3704, 7.9107, 12.4203
Si, 2.5123, 2.3156, 21.7695
Si, 7.2953, 2.7171, 15.4214
Si, 8.8105, 8.4361, 18.5935
Si, 9.0487, 0.9153, 22.5882
Si, 9.243, 2.1986, 17.5506
O, 6.1636, 8.3034, 16.3057
O, 5.0096, 1.7036, 13.651
O, 13.116, 5.6503, 21.7374
O, 6.5031, 10.4311, 13.2615
O, 2.504, 9.1407, 13.1308
O, 1.6429, 0.9316, 21.9257
O, 2.9297, 8.0318, 10.869
O, 3.5355, -0.2174, 19.4273
O, 10.3034, -4.7455, 15.1246
O, 9.5754, -4.0097, 12.7071
O, 3.8154, 4.3734, 16.9352
O, 8.2082, 9.9315, 18.9051
O, 9.4071, 8.1307, 17.0583
O, 14.3216, 2.065, 15.6285
O, 7.4716, 7.5874, 14.1696
O, 11.8465, 5.3874, 13.0775
O, 4.9329, 8.2704, 12.6899
O, 6.2058, 6.0272, 20.689
O, 9.9238, 14.1662, 18.6127
O, 5.5223, 5.9388, 15.4903
O, 7.5606, 7.4346, 18.8862
O, 1.5925, 8.9547, 18.8455
O, 12.3467, 3.3385, 21.1252
O, 8.1367, 2.9161, 11.3199
O, 10.0768, -2.8554, 19.5768
O, -0.2111, -5.7748, 20.3615
O, 6.0455, 10.5618, 17.5396
O, 3.2205, 6.3225, 12.8075
O, 6.0141, 0.7436, 19.8038
O, 10.1616, 5.6935, 17.756
O, 1.6975, -0.2567, 11.0459
O, 8.2188, 4.9488, 19.4641
O, 6.1473, 14.4193, 16.262
O, 11.8173, 1.2169, 19.4243
O, 7.3913, 14.1982, 13.8852
O, 4.8363, 10.4121, 15.2423
O, 9.6245, 4.2366, 13.2079
O, 8.7249, 2.9317, 16.1858
O, 7.9385, 6.1564, 16.2792
O, 4.2359, 2.0591, 18.2124
O, 4.0878, 9.4572, 8.8393
O, 5.4068, -0.7013, 10.9798
O, 9.9427, 12.4227, 21.3443
O, 1.7378, 2.7538, 17.4962
O, 10.101, 0.2457, 23.6429
O, 6.3701, 8.478, 21.7154
O, 2.506, 4.1494, 11.1837
O, -1.6831, 1.472, 13.2339
O, 2.6221, 11.9589, 13.2135
O, -0.4767, 23.0619, 17.1378
O, 7.9514, 10.7629, 22.0347
O, 6.957, 1.1165, 15.3228
O, 1.9418, 0.098, 17.2849
O, 9.6116, 4.52, 9.9848
O, 14.7346, 9.1124, 17.31
O, 0.408, -0.181, 13.4069
O, 10.0578, 0.1794, 11.0985
O, 7.3803, -2.5151, 11.7348
O, 0.9238, 2.1255, 10.2869
O, 3.8492, 2.027, 20.8621
O, 16.7223, 10.336, 23.4881
O, 1.3252, 7.9605, 21.2265
O, 5.9176, 5.4372, 18.1321
O, 13.9826, 3.7066, 13.6222
O, 7.9582, 1.4593, 18.2083
O, 9.1305, -1.3562, 13.2052
H, 9.9774, 5.0282, 9.2301

Results
free energy: -135753.261 eV
free energy less fixed offsets of H -15.97, O -568.88, Si -635.61 eV per atom: -1.961 eV

Forces (eV/angstrom), in the order of the atoms: element, x, y, z
Si, 0.0555, -0.07, -0.0529
Si, -0.0294, 0.0601, 0.0265
Si, 0.0619, -0.0354, -0.0099
Si, -0.0666, 0.1189, 0.0026
Si, -0.033, 0.0866, 0.0102
Si, 0.05, -0.053, -0.1249
Si, -0.0884, 0.001, 0.0311
Si, 0.1047, -0.0862, -0.2198
Si, 0.0229, -0.0207, -0.0084
Si, -0.0605, -0.0126, -0.0344
Si, 0.0157, -0.0332, 0.0217
Si, -0.0458, 0.0583, -0.0297
Si, -0.054, 0.0389, 0.0076
Si, 0.0146, -0.0651, 0.026
Si, -0.004, 0.0431, -0.0285
Si, 0.0359, -0.0037, 0.0114
Si, -0.0163, -0.0154, -0.0358
Si, 0.0046, 0.0133, -0.0066
Si, 0.0093, 0.0068, -0.0253
Si, 0.0273, 0.0051, -0.0161
Si, -0.0265, 0.0153, -0.0376
Si, 0.0165, -0.0055, -0.0462
Si, 0.0317, -0.0338, -0.0602
Si, -0.0333, 0.0006, -0.0154
Si, -0.0589, 0.1744, -0.0554
Si, 0.1406, 0.1393, -0.0563
Si, 0.0594, -0.0135, -0.3896
Si, 0.0615, -0.1159, 0.139
Si, -0.1017, -0.177, -0.1434
Si, -0.085, -0.3705, 0.4116
Si, 0.2202, -0.0914, 0.3298
Si, -0.1594, -0.0136, 0.0162
Si, -0.0448, -0.0535, -0.0082
Si, 0.0051, -0.0024, -0.0158
Si, -0.035, -0.0579, -0.0229
Si, -0.0434, 0.0341, 0.0045
Si, -0.1006, 0.0577, 0.0175
Si, -0.0145, -0.0221, -0.0186
Si, 0.0437, 0.1247, 0.0148
Si, -0.0062, -0.0786, -0.0238
Si, 0.06, 0.0268, 0.0025
Si, 0.04, -0.0133, -0.0227
Si, 0.0184, 0.0036, -0.0209
Si, 0.077, -0.036, -0.027
Si, 0.0196, -0.0326, -0.0401
Si, -0.033, 0.0382, -0.0125
Si, -0.0103, -0.0636, -0.0193
Si, -0.0422, 0.007, -0.0155
Si, 0.0176, -0.0578, -0.0015
Si, -0.014, -0.0052, 0.0318
Si, -0.1401, 0.0509, 0.0195
Si, 0.0054, 0.0087, 0.0084
Si, -0.035, 0.0674, 0.0161
Si, 0.0148, 0.0066, 0.0088
Si, 0.0103, -0.0287, 0.0172
Si, -0.0098, 0.0438, 0.0129
Si, -0.0526, 0.0261, 0.0364
Si, 0.0677, 0.0189, -0.0104
Si, 0.0855, -0.0097, 0.0204
Si, -0.0953, -0.0488, 0.0214
Si, 0.0845, -0.0125, -0.0091
Si, -0.0113, 0.0217, 0.0057
Si, 0.1367, 0.1066, 0.0291
Si, 0.0248, -0.1136, 0.0047
Si, 0.3414, 0.5878, -0.1309
Si, 0.0409, 0.063, 0.7167
Si, -0.11, -0.2886, -0.1171
Si, -0.3303, -0.4769, 0.057
Si, -0.0956, 0.0846, 0.1497
Si, -0.3567, -0.1679, -0.3594
Si, 0.4561, 0.6195, -0.0848
Si, -0.104, 0.1168, -0.3847
Si, 0.0449, 0.0098, 0.0078
Si, -0.0004, -0.0792, -0.0029
Si, -0.0247, -0.0038, 0.0608
Si, 0.085, 0.0111, 0.1225
Si, -0.0875, -0.0344, 0.0008
Si, 0.0046, 0.0117, 0.0804
Si, -0.0149, 0.0469, 0.0198
Si, -0.066, -0.0325, 0.043
Si, 0.0145, -0.0667, -0.1365
Si, -0.0023, 0.0588, -0.0905
Si, -0.01, 0.0648, -0.0749
Si, -0.0332, -0.0089, -0.047
Si, 0.0466, -0.0292, -0.0146
Si, 0.0126, 0.0349, -0.0238
Si, 0.0454, -0.0002, -0.12
Si, 0.0299, -0.0126, 0.0012
Si, -0.0038, 0.0948, 0.1396
Si, -0.274, 0.1884, 0.3007
Si, -0.0214, -0.0358, -0.0695
Si, -0.0613, -0.0296, 0.1011
Si, 0.022, -0.0566, 0.0502
Si, -0.0193, -0.0363, 0.0764
Si, 0.287, -0.2325, 0.4339
Si, 0.0746, -0.0663, 0.0173
O, -0.0357, 0.0185, 0.1373
O, -0.0252, 0.0025, 0.0891
O, -0.0031, -0.0219, -0.0689
O, -0.0167, 0.0322, -0.0434
O, -0.0089, 0.0184, 0.079
O, 0.022, 0.01, 0.0208
O, 0.0178, 0.0089, -0.0995
O, 0.0792, 0.0304, 0.2313
O, 0.0192, -0.0081, -0.0612
O, -0.0301, -0.0022, -0.0383
O, -0.1599, 0.1419, -0.0605
O, -0.0109, 0.141, -0.3882
O, -0.012, -0.0395, -0.0755
O, 0.076, -0.0449, 0.059
O, 0.0655, -0.0381, -0.3262
O, -0.018, 0.0854, -0.0386
O, 0.013, -0.013, 0.0857
O, 0.0206, -0.0377, 0.0339
O, 0.0048, -0.0332, 0.0992
O, -0.0085, 0.0114, 0.0463
O, -0.0038, 0.0293, 0.088
O, -0.0069, -0.0271, 0.0458
O, -0.007, -0.0045, 0.0585
O, 0.0033, 0.0068, 0.0383
Si, 0.021, 0.0006, 0.071
Si, 0.0241, 0.0109, -0.0422
Si, 0.0392, -0.0524, 0.1949
Si, -0.0064, 0.0364, 0.1557
Si, 0.0264, -0.0043, 0.1564
Si, -0.0196, -0.0299, 0.2244
Si, 0.0513, -0.0317, 0.0536
Si, -0.0143, -0.0028, -0.1452
Si, 0.0171, 0.0433, 0.0696
Si, 0.001, 0.0166, -0.0029
Si, 0.0406, -0.0136, 0.0945
Si, -0.0028, -0.0046, 0.1043
Si, 0.0227, -0.0221, 0.1197
Si, 0.0288, -0.0121, 0.0161
Si, 0.012, 0.0273, -0.1036
Si, -0.0065, -0.0031, 0.0346
Si, -0.0071, -0.0143, 0.073
Si, -0.0305, 0.0123, 0.0844
Si, 0.0239, 0.0013, 0.08
Si, -0.0012, 0.0034, -0.0947
Si, -0.0223, 0.0037, 0.0091
Si, -0.0038, -0.0451, 0.2401
Si, -0.0088, 0.0044, 0.0772
Si, -0.013, -0.0171, 0.1072
Si, 0.0587, 0.0957, 0.2356
Si, 0.0077, -0.0312, -0.0379
Si, 0.0223, -0.0011, -0.0758
Si, 0.0026, 0.0231, 0.1098
Si, -0.0121, -0.018, -0.0152
Si, -0.1181, 0.0134, 0.0953
Si, -0.0308, -0.0162, 0.0564
Si, -0.0029, 0.0015, 0.1709
Si, -0.0255, -0.0303, -0.1334
Si, 0.0133, -0.0044, 0.1178
Si, -0.0041, -0.0019, 0.0336
Si, 0.0339, 0.0327, -0.1086
Si, -0.0014, -0.0105, 0.0364
O, -0.003, -0.0168, -0.0463
O, -0.0105, 0.0118, -0.0629
O, 0.0141, -0.0122, 0.0701
O, -0.0043, -0.0153, -0.0886
O, 0.0046, 0.0217, -0.0763
O, -0.0018, -0.0073, 0.0372
O, 0.0221, -0.0087, -0.0887
O, 0.0197, 0.0037, 0.0123
O, -0.0011, 0.0018, -0.0387
O, 0.0007, -0.0013, -0.0628
O, 0.005, 0.0054, -0.0346
O, -0.0052, -0.0007, -0.0007
O, 0.0043, -0.0211, -0.0529
O, 0.0005, -0.0078, -0.0444
O, -0.0121, 0.0072, -0.0571
O, 0.0055, -0.0192, -0.0714
O, 0.0027, 0.0131, -0.0944
O, 0.0014, 0.0024, 0.0279
O, 0.0066, -0.0012, -0.0022
O, 0.0007, 0.0038, -0.0405
O, -0.0027, 0.0043, 0.0002
O, 0.0089, 0.0079, -0.0107
O, -0.0028, -0.0116, 0.058
O, 0.0105, 0.01, -0.0978
O, -0.0134, 0.0035, 0.0018
O, -0.0035, -0.0074, 0.0286
O, -0.0062, 0.0005, -0.0188
O, 0, 0.0036, -0.0794
O, 0.005, -0.0095, 0.0057
O, 0.0028, 0.008, -0.0256
O, -0.0531, 0.0508, -0.1669
O, 0.0023, 0.0022, -0.0076
O, -0.0053, -0.0027, -0.038
O, -0.0046, 0.0096, 0.0128
O, 0.0105, 0.0077, -0.0831
O, 0.001, 0.0146, -0.0545
O, -0.0056, -0.0119, -0.0673
O, -0.0147, 0.0097, -0.0514
O, -0.0195, -0.0104, -0.0345
O, -0.0071, 0.0202, -0.0239
O, 0.0358, 0.0016, -0.0342
O, -0.0082, 0.0094, -0.0879
O, -0.0309, -0.0141, 0.0684
O, 0.0224, 0.0063, -0.0329
O, 0.001, 0.0145, 0.0536
O, 0.0194, 0.0181, 0.0515
O, -0.0364, -0.0341, -0.127
O, 0.0055, -0.0043, -0.0989
O, 0.0002, -0.0244, -0.0753
O, 0.0072, 0.0055, -0.0279
O, -0.0079, -0.0087, 0.0472
O, -0.014, -0.0011, -0.0535
O, 0.0021, 0.0106, -0.0383
O, -0.0121, -0.0099, -0.0924
O, 0.0204, 0.0019, -0.0395
O, 0.0078, 0.0128, -0.0832
O, 0.0505, 0.0037, -0.2329
O, -0.0218, 0.0238, -0.046
O, -0.0502, -0.1259, -0.1493
O, -0.0017, -0.0021, 0.0326
O, 0.0253, -0.0279, 0.0142
O, -0.0033, 0.0068, 0.0531
O, -0.0233, -0.0097, -0.0165
O, 0.0049, -0.0072, -0.0627
O, -0.0055, -0.0059, 0.0031
O, 0.0045, 0.0276, -0.0741
H, -0.0116, -0.0387, 0.0841

The program warned: the cutoff lies below the one the program advises for these potential files; the exchange-correlation potential is rough where the density is thin.
